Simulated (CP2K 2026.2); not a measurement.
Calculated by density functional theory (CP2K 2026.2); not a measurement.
Periodic cell of 504 atoms, Si360O144, from a study of silicon, its oxide and their interface. The atomic structure is a simulated model.
Doubt: the forces sum to 3.16 eV/angstrom along one axis rather than to zero, so they err by at least 0.0063 eV/angstrom per atom on average; the grid cutoff is modest.

Settings: functional PBE; method Gaussian and plane waves; basis set DZVP-MOLOPT-SR-GTH; pseudopotentials GTH-PBE; grid cutoff 300 Ry, relative cutoff 40 Ry; k points Gamma only; occupations fixed; spin none; net charge 0.

Cell vectors (angstrom)
a	16.32	0	0
b	0	16.32	0
c	-2.8141	-6.2073	34.0566

Atoms and the computed forces on them: element, x, y, z (angstrom), force x, y, z (eV/angstrom)
Si	1.628	-1.648	0.129	-0.095	0.252	0.742
Si	3.855	1.785	0.175	0.132	-0.319	0.777
Si	1.463	3.823	0.167	-0.113	0.282	0.696
Si	4.403	6.527	0.232	-0.174	-0.045	0.727
Si	1.117	-6.477	0.038	0.078	-0.203	0.733
Si	3.806	-3.884	0.188	0.209	-0.088	0.801
Si	7.033	-1.567	-0.184	-0.256	0.149	0.707
Si	9.731	1.067	-0.022	-0.072	0.205	0.773
Si	6.552	4.312	0.02	0.248	-0.092	0.75
Si	9.277	7.141	0.118	0.077	-0.182	0.749
Si	6.92	9.149	0.215	0.036	0.238	0.713
Si	-7.121	-3.891	-0.138	0.16	-0.158	0.697
Si	-4.445	-1.203	0.003	0.199	-0.007	0.746
Si	-1.613	1.69	-0.031	0.072	-0.268	0.73
Si	-3.802	3.939	0.068	-0.236	0.032	0.697
Si	-1.596	6.924	0.066	0.295	-0.092	0.693
Si	-3.695	-7.04	0.065	-0.234	0.114	0.769
Si	-1.046	-4.23	0.065	-0.148	0.037	0.74
Si	2.758	0.029	1.327	-0.001	0.019	-0.051
Si	5.451	2.828	1.476	0.005	0.007	-0.066
Si	2.7	5.416	1.393	-0.021	0.015	-0.035
Si	5.496	8.018	1.634	0.004	-0.008	-0.035
Si	2.667	-5.446	1.473	-0.007	0.003	-0.041
Si	5.472	-2.665	1.269	0.015	0.009	-0.025
Si	8.132	-0.045	1.276	0.015	-0.017	-0.058
Si	-5.428	2.698	1.25	-0.002	0.006	-0.041
Si	8.16	5.454	1.335	-0.009	0.013	-0.055
Si	-5.414	8.262	1.357	0.03	-0.012	-0.022
Si	8.104	-5.438	1.282	0.014	-0.018	-0.032
Si	-5.564	-2.779	1.299	-0.025	0.007	-0.049
Si	-2.761	-0.003	1.196	0.005	-0.003	-0.059
Si	-0.073	2.675	1.455	-0.016	-0.002	-0.031
Si	-2.706	5.432	1.472	-0.007	0.005	-0.034
Si	-0.005	8.177	1.294	0.024	-0.015	-0.042
Si	-2.632	-5.417	1.358	0.011	0.017	-0.072
Si	0.059	-2.733	1.466	0.008	-0.029	-0.066
Si	1.335	1.299	2.736	0.014	0.002	0.017
Si	4.049	4.117	2.834	0.003	0	0.033
Si	1.362	6.84	2.689	-0.012	-0.005	0.019
Si	4.063	9.488	2.769	-0.004	0.007	0.019
Si	1.368	-4.087	2.862	0.01	0.009	0.048
Si	4.137	-1.314	2.687	-0.008	-0.002	0.021
Si	6.816	1.347	2.674	0.009	-0.006	0.01
Si	9.533	4.053	2.635	0.016	0.013	0.016
Si	6.885	6.7	2.899	0.018	-0.028	0.045
Si	9.534	-6.711	2.701	-0.019	-0.001	0.017
Si	6.768	-4.073	2.667	-0.017	-0.009	0.012
Si	-6.869	-1.404	2.703	0.014	0.03	0.027
Si	-4.076	1.346	2.654	-0.009	-0.017	0.023
Si	-1.344	4.093	2.816	0.006	-0.003	0.007
Si	-4.128	6.814	2.733	-0.004	0.007	0.017
Si	-1.33	-6.808	2.742	-0.002	-0.002	0.044
Si	-4.101	-4.078	2.637	0.003	0	0.005
Si	-1.401	-1.326	2.642	-0.002	0.016	0.009
Si	-0.037	-0.031	4.078	0.019	-0.013	0.006
Si	2.688	2.691	4.103	-0.001	-0.006	-0.016
Si	0.03	5.478	4.1	0.009	0.001	0.005
Si	2.7	8.151	4.117	-0.006	-0.01	-0.002
Si	-0.014	-5.459	4.152	0.015	-0.014	0.001
Si	2.778	-2.683	4.091	-0.011	-0.002	-0.003
Si	5.462	0.021	4.079	-0.002	-0.014	-0.001
Si	8.183	2.705	4.032	-0.013	0.017	-0.002
Si	5.442	5.41	4.204	-0.011	0.017	0.005
Si	8.228	-8.133	4.103	0.006	0.002	-0.009
Si	5.433	-5.43	4.068	0.018	0.022	-0.001
Si	8.118	-2.744	4.078	0.002	0.004	-0.003
Si	-5.453	-0.018	4.02	-0.008	0	-0.024
Si	-2.743	2.696	4.082	-0.002	-0.007	-0.025
Si	-5.466	5.417	4.059	-0.006	0.008	-0.005
Si	-2.73	8.163	4.079	-0.001	0.009	-0.025
Si	-5.426	-5.399	4.075	-0.018	0.009	-0.001
Si	-2.749	-2.705	4.008	0.009	-0.007	0.004
Si	1.378	-1.381	16.316	-0.005	0.007	-0.013
Si	4.071	1.356	16.342	0.008	0.012	-0.007
Si	1.373	4.088	16.333	-0.004	0.005	-0.006
Si	4.076	6.808	16.33	0.007	-0.006	-0.001
Si	1.34	-6.81	16.326	-0.008	0	-0.005
Si	4.082	-4.071	16.344	-0.002	0	0.001
Si	6.803	-1.368	16.336	0.002	-0.009	0
Si	-6.776	1.387	16.297	-0.002	0.002	-0.012
Si	6.792	4.064	16.305	-0.003	-0.01	-0.007
Si	-6.812	6.803	16.315	0.004	-0.005	-0.005
Si	6.788	-6.793	16.35	-0.015	0.002	-0.002
Si	-6.812	-4.07	16.31	0.007	-0.009	-0.007
Si	-4.065	-1.361	16.304	-0.011	0.001	-0.006
Si	-1.354	1.374	16.288	0.003	0.007	-0.015
Si	-4.079	4.071	16.305	0.001	-0.003	-0.005
Si	-1.35	6.822	16.318	0	-0.002	-0.007
Si	-4.071	9.503	16.302	0.001	0.002	-0.015
Si	-1.347	-4.075	16.314	0.01	0.009	-0.004
Si	2.728	-0.038	17.696	-0.018	-0.002	-0.01
Si	5.425	2.734	17.688	0	-0.005	0.019
Si	2.699	5.483	17.705	-0.011	-0.007	0.001
Si	5.424	8.159	17.706	-0.007	0.01	0.017
Si	2.676	-5.425	17.664	-0.01	-0.002	0.01
Si	5.447	-2.722	17.729	0.001	0.011	0.007
Si	8.206	0.011	17.63	0.013	0.007	0.004
Si	-5.431	2.73	17.7	0.002	0.008	0.001
Si	8.169	5.401	17.654	0	0.007	-0.001
Si	-5.469	8.188	17.664	-0.004	-0.001	0.021
Si	8.15	-5.409	17.694	0.007	-0.008	-0.009
Si	-5.42	-2.736	17.649	-0.008	-0.001	0.01
Si	-2.734	0.047	17.641	0.006	-0.008	-0.003
Si	0.039	2.678	17.661	-0.006	-0.008	0.021
Si	-2.721	5.448	17.63	0.001	0.008	0.004
Si	0.003	-8.165	17.729	0.007	-0.006	0.002
Si	-2.668	-5.492	17.645	0.005	-0.006	-0.005
Si	-0.003	-2.701	17.684	0.003	-0.009	0.013
Si	1.356	1.28	19.066	-0.014	-0.014	-0.007
Si	4.038	4.107	19.042	0.006	0.001	-0.027
Si	1.366	6.833	19.135	0.017	-0.01	-0.02
Si	4.014	-6.777	19.025	-0.007	-0.009	-0.029
Si	1.301	-4.105	19.06	-0.012	-0.015	-0.022
Si	4.071	-1.379	19.098	0.011	0	-0.005
Si	6.826	1.341	18.976	0.01	0.003	-0.04
Si	-6.799	4.079	19.067	-0.009	0.008	-0.01
Si	6.822	6.751	18.999	-0.021	-0.005	-0.016
Si	-6.804	9.573	19.053	0.004	0.003	-0.016
Si	6.829	-4.055	19.103	0.008	-0.008	-0.005
Si	9.604	-1.305	18.995	0.011	0.014	-0.038
Si	-4.073	1.368	19.062	-0.006	-0.016	-0.009
Si	-1.312	4.094	18.937	0.01	0.018	-0.045
Si	-4.127	6.782	18.972	0.002	-0.023	-0.041
Si	-1.356	-6.818	19.102	-0.014	0.014	0.002
Si	-4.048	-4.155	18.945	-0.019	0.006	-0.031
Si	-1.347	-1.259	18.983	0.005	0.007	-0.026
Si	-0.053	0.01	20.513	-0.003	0.022	0.044
Si	2.734	2.651	20.373	0.014	0.009	0.049
Si	0.014	5.376	20.399	-0.007	-0.028	0.068
Si	2.663	8.271	20.515	0.002	0.009	0.049
Si	-0.054	-5.438	20.519	0.006	0.013	0.042
Si	2.665	-2.75	20.42	0.003	-0.004	0.036
Si	5.519	-0.026	20.377	0.017	-0.006	0.068
Si	8.174	2.67	20.378	-0.004	-0.016	0.043
Si	5.415	5.47	20.386	-0.012	-0.001	0.03
Si	8.164	8.132	20.341	0.005	0.016	0.027
Si	5.388	-5.435	20.378	-0.012	-0.011	0.046
Si	8.265	-2.64	20.365	0.018	-0.006	0.033
Si	-5.363	-0.014	20.477	-0.004	-0.012	0.056
Si	-2.681	2.79	20.294	-0.006	0.007	0.04
Si	-5.468	5.48	20.417	-0.001	0.021	0.057
Si	-2.776	-8.221	20.35	-0.015	0.002	0.066
Si	-5.361	-5.436	20.418	-0.001	-0.023	0.027
Si	-2.711	-2.705	20.17	-0.008	-0.004	0.044
Si	1.043	-1.698	21.752	0.097	0.217	-0.698
Si	4.419	1.587	21.641	-0.172	-0.094	-0.728
Si	1.165	3.76	21.706	0.06	0.163	-0.74
Si	4.3	7.095	21.702	-0.104	-0.118	-0.77
Si	1.544	-6.45	21.944	-0.19	-0.235	-0.726
Si	3.838	-4.292	21.736	0.151	0.096	-0.765
Si	7.097	-1.131	21.738	-0.122	-0.176	-0.766
Si	-7.018	1.089	21.736	0.127	0.164	-0.796
Si	6.585	3.861	21.622	0.16	0.129	-0.747
Si	-6.593	7.082	21.757	-0.092	-0.185	-0.744
Si	6.542	-7.072	21.582	-0.017	0.077	-0.722
Si	9.93	-3.708	21.626	-0.048	-0.081	-0.761
Si	-4.073	-1.617	21.687	-0.041	0.254	-0.637
Si	-1.211	1.72	21.745	-0.036	-0.249	-0.692
Si	-3.856	4.292	21.629	-0.192	-0.05	-0.741
Si	-1.66	6.482	21.606	0.141	0.058	-0.774
Si	-4.288	-7.087	21.743	0.083	0.171	-0.748
Si	-1.306	-3.788	21.645	0.015	-0.273	-0.677
Si	-4.144	-6.771	-2.917	-0.012	0.078	0.044
Si	-0.222	-2.02	-6.578	-0.044	-0.124	0.073
Si	5.205	-5.693	-1.938	-0.014	-0.075	0.096
Si	4.232	1.16	-7.041	-0.027	0.002	0.051
Si	2.482	7.815	-1.747	-0.055	0.096	0.065
Si	-5.652	2.946	23.835	-0.001	0.058	-0.181
Si	-7.251	-5.592	26.365	0.088	0.159	0.118
Si	-1.884	-5.966	-4.993	0.031	-0.036	0.077
Si	-2.664	-3.038	-5.084	0.005	0.073	0.008
Si	-2.56	-2.373	-2.057	0.033	-0.007	0.132
Si	4.664	3.999	-7.255	-0.075	-0.056	-0.096
Si	-2.714	-5.384	23.895	-0.042	-0.04	-0.147
Si	7.014	-5.185	-4.086	-0.07	0.048	-0.014
Si	2.49	5.597	23.843	-0.001	-0.1	-0.189
Si	3.435	1.31	24.487	-0.078	0.077	0.016
Si	-5.618	-3.051	-5.295	0.117	-0.035	-0.083
Si	3.896	1.296	-2.673	0.102	0.019	0.037
Si	7.88	6.766	-7.112	0.006	-0.001	-0.035
Si	-2.131	-0.163	23.821	-0.042	0.07	-0.154
Si	3.534	-7.342	-4.116	0.118	0.05	0.094
Si	-2.362	5.459	26.207	-0.02	0.032	-0.02
Si	0.022	-6.746	24.762	0.11	0.096	-0.241
Si	1.169	-5.467	-4.967	-0.122	-0.007	0.092
Si	5.774	-3.031	23.884	0.052	0.031	-0.201
Si	-4.123	2.903	26.455	0.058	0.094	-0.046
Si	2.186	-2.772	-4.709	0.029	-0.007	0.017
Si	-6.38	-4.788	-3.121	-0.136	-0.004	0.266
Si	6.652	-0.5	-5.902	-0.031	-0.04	0.051
Si	-4.129	-5.531	26.534	-0.122	0.02	-0.077
Si	-5.658	5.315	-1.934	0.027	0.054	0.077
Si	0.298	5.655	-1.91	-0.096	-0.098	0.023
Si	-6.408	-5.239	-7.48	-0.092	-0.065	-0.051
Si	-4.753	6.958	-4.222	-0.023	0.052	-0.043
Si	-6.791	-0.374	-5.933	-0.012	0.08	-0.123
Si	-1.818	2.36	-5.031	0.067	-0.105	-0.067
Si	1.508	-0.585	-2.686	-0.003	-0.136	0.047
Si	4.056	4.004	25.838	0.161	-0.068	-0.046
Si	0.309	4.567	-4.799	0.082	0.043	-0.048
Si	5.259	-2.948	-5.048	-0.003	0.043	0.048
Si	-7.838	3.031	-2.031	-0.098	-0.043	0.086
Si	7.756	3.95	-7.197	0.055	-0.076	-0.004
Si	-5.771	8.144	-6.776	0.03	-0.071	0.022
Si	-3.633	6.12	-6.744	-0.021	0.059	0.042
Si	5.99	-0.876	-3.138	0.146	-0.002	0.262
Si	-7.186	2.443	-4.976	0.04	0.071	0.045
Si	-0.546	6.313	-7.33	0.013	0.013	0.14
Si	3.065	2.96	-5.019	-0.012	-0.089	-0.045
Si	-0.393	6.781	24.355	-0.068	-0.094	-0.059
Si	-7.908	5.171	23.844	0.021	0.009	-0.24
Si	1.036	-0.407	24.391	0.005	0.057	-0.127
Si	-4.579	3.284	-6.21	0.01	-0.068	-0.008
Si	-1.163	0.399	-2.773	0.038	0.109	0.087
Si	6.137	-7.599	-5.617	0.061	-0.002	-0.008
Si	8.015	-5.187	23.64	-0.107	0.097	-0.186
Si	1.356	-1.366	5.434	0.009	-0.003	0.007
Si	4.079	1.352	5.445	-0.004	0.002	0.013
Si	1.358	4.084	5.455	0.016	0.015	0.013
Si	4.073	6.809	5.488	0.005	0.009	0.015
Si	1.354	9.507	5.488	0.012	0.013	0.013
Si	4.1	-4.07	5.452	-0.015	0.006	0.009
Si	6.794	-1.361	5.441	0.001	-0.01	0.012
Si	9.531	1.349	5.405	0.003	-0.006	0.003
Si	6.824	4.021	5.468	-0.003	-0.014	0.006
Si	-6.775	6.796	5.455	-0.002	0.002	0.004
Si	6.811	-6.789	5.426	-0.001	-0.006	0.001
Si	-6.805	12.255	5.436	0.002	0.001	0.009
Si	-4.094	-1.361	5.402	0.002	0.006	-0.004
Si	-1.372	1.351	5.439	-0.004	0.006	0.008
Si	-4.098	4.068	5.429	-0.003	0.004	0.005
Si	-1.367	6.81	5.446	0.006	0.004	0.005
Si	-4.084	-6.787	5.432	0.003	-0.008	0.01
Si	-1.399	-4.061	5.422	-0.02	0.003	0.006
Si	2.71	-0.003	6.8	0.002	-0.001	-0.003
Si	5.445	2.69	6.823	0.005	0.001	0.003
Si	2.719	5.43	6.827	0.003	-0.002	-0.004
Si	5.448	-8.138	6.808	-0.009	0.003	0.004
Si	2.728	-5.432	6.808	0.001	-0.002	0.008
Si	5.447	-2.714	6.817	0	0.004	0.001
Si	8.169	0	6.785	-0.003	-0.003	0.006
Si	-5.45	2.71	6.792	0.003	0.008	-0.006
Si	-8.156	5.434	6.8	-0.003	0.002	-0.01
Si	-5.42	8.159	6.807	0.003	-0.008	0.004
Si	-8.154	10.883	6.797	0.009	0.003	-0.01
Si	-5.443	-2.707	6.79	-0.006	0	0.006
Si	-2.734	-0.013	6.786	0.006	-0.001	-0.004
Si	-0.014	2.722	6.798	0.002	-0.006	0.003
Si	-2.727	5.432	6.788	-0.005	-0.002	0.004
Si	-0.014	8.153	6.83	0	-0.002	-0.002
Si	-2.737	-5.424	6.799	-0.004	0.004	-0.002
Si	-0.009	-2.727	6.787	0.007	-0.004	-0.001
Si	1.356	1.365	8.156	0.013	0.008	-0.004
Si	4.09	4.071	8.171	0.002	0.008	0.002
Si	1.353	6.791	8.178	0.001	-0.002	-0.006
Si	4.087	-6.788	8.172	0.009	0.008	0
Si	1.352	-4.08	8.158	-0.004	-0.005	0.002
Si	4.072	-1.36	8.164	-0.01	-0.015	0.001
Si	6.808	1.338	8.171	-0.013	-0.004	-0.004
Si	-6.798	4.077	8.161	-0.001	-0.007	-0.007
Si	6.8	6.799	8.156	-0.001	-0.003	0
Si	-6.798	9.517	8.156	-0.013	-0.006	-0.007
Si	6.811	-4.078	8.165	0.005	0.006	-0.002
Si	-6.797	-1.353	8.157	0.009	0.007	-0.001
Si	-4.085	1.353	8.15	0.006	0.005	0.003
Si	-1.37	4.078	8.159	-0.001	0	-0.002
Si	-4.069	6.797	8.163	0.008	0.011	-0.001
Si	-1.372	-6.786	8.163	0.003	-0.003	0.003
Si	-4.094	-4.072	8.16	0.002	-0.003	-0.006
Si	-1.363	-1.361	8.15	-0.007	0.001	-0.007
Si	-0.002	0	9.514	0	0.005	-0.002
Si	2.72	2.716	9.522	-0.002	0.002	-0.001
Si	-0.008	5.432	9.529	0	-0.001	0
Si	2.722	-8.16	9.52	-0.002	-0.001	0.003
Si	-0.002	-5.44	9.522	0.002	0.002	0.001
Si	2.713	-2.72	9.52	0	0.006	-0.002
Si	5.439	-0.011	9.528	0.01	-0.004	-0.002
Si	-8.16	2.718	9.52	-0.006	0.007	-0.001
Si	5.443	5.442	9.524	-0.006	-0.001	0.006
Si	-8.16	8.159	9.517	0.007	0.001	-0.004
Si	5.448	-5.432	9.529	-0.005	0.002	-0.002
Si	-8.153	-2.717	9.521	0	-0.003	-0.001
Si	-5.441	0.002	9.522	-0.007	-0.003	-0.004
Si	-2.726	2.713	9.514	-0.001	0.001	0
Si	-5.439	5.439	9.519	0.005	0.001	-0.002
Si	-2.721	-8.155	9.524	0.005	-0.008	0
Si	-5.447	-5.438	9.521	0.001	0.002	-0.001
Si	-2.721	-2.719	9.515	0.002	-0.007	-0.002
Si	1.36	-1.356	10.88	0.001	-0.008	-0.001
Si	4.082	1.358	10.883	0	0.003	-0.002
Si	1.36	4.075	10.883	0	0	0.002
Si	4.079	-9.519	10.883	0.006	0.001	0
Si	1.362	-6.802	10.88	0.002	0.002	0
Si	4.079	-4.076	10.881	-0.003	-0.001	0
Si	6.801	-1.368	10.884	-0.003	-0.007	-0.002
Si	-6.801	1.362	10.882	0.002	0	0.001
Si	-9.518	4.08	10.882	0.002	-0.001	0.002
Si	-6.8	6.802	10.878	-0.005	-0.002	0.001
Si	-9.518	9.519	10.883	-0.002	-0.004	0.001
Si	-6.801	-4.079	10.886	-0.003	0.003	-0.001
Si	-4.079	-1.361	10.878	0.001	0.006	-0.001
Si	-1.358	1.36	10.876	0.003	0.005	-0.004
Si	-4.081	4.076	10.875	0.011	0.002	-0.003
Si	-1.359	6.806	10.881	-0.007	0.005	0
Si	-4.087	-6.799	10.88	-0.002	-0.001	-0.002
Si	-1.361	-4.077	10.878	0.002	-0.001	-0.001
Si	2.722	0.003	12.245	0.006	0.005	0.002
Si	5.442	2.719	12.242	-0.001	0.005	0
Si	2.72	5.438	12.242	-0.003	0	0
Si	5.435	-8.156	12.245	-0.005	-0.002	0.003
Si	2.725	-5.443	12.238	-0.001	0.003	-0.003
Si	5.439	-2.721	12.245	0.004	0.002	-0.004
Si	8.158	-0.001	12.238	-0.009	-0.002	-0.003
Si	-5.441	2.722	12.239	-0.002	0.003	0.002
Si	-8.164	5.448	12.239	0.008	0	0.001
Si	-5.445	8.161	12.244	0.001	-0.003	0.001
Si	-8.161	10.878	12.246	-0.002	-0.001	0.002
Si	-5.441	-2.717	12.242	0.002	-0.008	0
Si	-2.712	-0.004	12.233	-0.002	0	-0.002
Si	0.002	2.717	12.243	-0.002	-0.003	0.002
Si	-2.72	5.441	12.23	0	-0.002	-0.006
Si	0.003	8.16	12.243	0.004	-0.005	0.002
Si	-2.725	-5.435	12.233	0.006	-0.004	-0.002
Si	0.007	-2.724	12.238	-0.004	0.003	0.003
Si	1.364	1.363	13.609	-0.013	0.004	0.006
Si	4.083	4.079	13.602	0.009	-0.003	0
Si	1.362	6.797	13.604	0.003	-0.002	0.009
Si	4.077	-6.796	13.611	-0.002	-0.001	-0.001
Si	1.371	-4.084	13.599	0.01	-0.014	-0.001
Si	4.088	-1.353	13.604	-0.001	-0.006	0.005
Si	6.798	1.352	13.602	0.009	0	-0.001
Si	-6.802	4.09	13.593	-0.006	0.002	0.006
Si	6.793	-9.514	13.604	-0.008	0.001	-0.001
Si	-6.804	9.52	13.61	0.007	-0.003	0.008
Si	6.791	-4.087	13.603	-0.009	0.001	0.004
Si	9.516	-1.356	13.601	-0.004	0.012	0.001
Si	-4.072	1.358	13.586	0.007	-0.005	0.003
Si	-1.356	4.092	13.591	-0.01	0.01	-0.005
Si	-4.079	6.794	13.592	0.008	-0.012	-0.002
Si	-1.361	9.529	13.589	-0.008	0.008	0.002
Si	-4.082	-4.079	13.599	-0.005	0.009	0.001
Si	-1.35	-1.364	13.594	0.011	-0.004	0.002
Si	0.01	-0.011	14.961	-0.007	-0.011	0.001
Si	2.728	2.725	14.97	0.001	0.003	0.003
Si	0.003	5.44	14.968	-0.008	0	0.007
Si	2.714	8.161	14.967	0.002	-0.003	-0.004
Si	0.003	-5.441	14.954	-0.001	0.005	-0.003
Si	2.737	-2.724	14.955	0.002	-0.002	-0.004
Si	5.441	0.001	14.98	-0.004	0.003	0.002
Si	8.161	2.722	14.942	0	0.009	-0.005
Si	5.434	5.444	14.965	0.002	-0.003	0
Si	8.143	-8.153	14.971	-0.01	-0.002	0
Si	5.434	-5.438	14.979	0.002	-0.004	0.003
Si	8.147	-2.719	14.952	-0.003	-0.004	-0.002
Si	-5.429	0.003	14.95	0.004	0.003	-0.001
Si	-2.716	2.728	14.935	0.001	-0.004	-0.003
Si	-5.442	5.444	14.959	0.003	-0.002	0.003
Si	-2.714	8.157	14.939	0.006	0.002	0.001
Si	-5.438	-5.437	14.964	-0.002	0.002	0.001
Si	-2.71	-2.723	14.949	0.001	-0.006	0
O	-5.545	-6.141	-3.414	-0.198	-0.375	-0.454
O	4.31	-4.639	-1.149	-0.141	0.042	-0.416
O	5.621	0.653	-6.378	0.087	0.178	0.198
O	-6.697	4.117	-1.763	0.145	-0.052	0.354
O	-2.84	-6.277	-3.738	0.068	-0.159	0.255
O	0.703	4.254	-1.217	-0.069	-0.355	-0.291
O	1.819	1.025	24.538	-0.379	0.476	0.032
O	-6.591	-4.56	-1.532	0.286	-0.085	-0.14
O	2.437	0.684	-2.393	-0.161	0.397	0.445
O	1.25	-5.029	-6.512	0.551	-0.139	-0.188
O	-0.284	7.913	-7.204	0.363	0.204	0.376
O	5.453	-2.345	-3.55	0.007	-0.408	0.579
O	-7.357	1.648	-1.343	-0.086	-0.329	-0.406
O	7.123	3.577	-1.332	-0.348	-0.067	-0.499
O	-2.114	1.276	23.052	-0.21	0.308	0.312
O	-5.239	-2.672	22.21	-0.076	-0.077	0.414
O	5.255	-2.555	25.318	-0.16	0.348	0.212
O	0.962	-1.155	-1.272	-0.564	0.172	-0.133
O	-7.529	-5.906	24.829	0.303	-0.47	-0.145
O	-1.012	7.183	22.918	0.224	0.317	-0.046
O	0.025	-5.36	-0.482	0.159	0.047	-0.115
O	-6.362	1.705	23.091	0.224	-0.369	0.152
O	-2.783	-3.055	-3.483	-0.228	-0.498	0.097
O	5.46	-8.16	22.192	0.076	-0.022	0.356
O	-0.128	-2.776	22.181	0.226	0.025	0.086
O	-2.695	8.054	-0.352	0.044	-0.206	-0.579
O	5.438	5.433	-0.43	0.059	0.021	-0.636
O	3.14	1.568	-5.888	-0.517	-0.489	-0.001
O	1.729	-1.206	23.156	0.373	-0.373	0.173
O	7.234	4.517	22.958	0.05	0.027	0.532
O	-1.64	-3.385	-1.196	0.226	-0.216	-0.137
O	2.012	4.301	22.994	0.108	-0.088	0.079
O	-2.711	2.834	-0.457	0.16	-0.122	-0.343
O	3.218	5.23	25.227	-0.04	0.378	0.44
O	-3.52	-6.523	23.067	-0.126	-0.301	0.336
O	-3.945	-2.096	-1.272	-0.458	-0.489	-0.256
O	1.391	6.71	-1.389	-0.024	-0.164	0.616
O	-8.142	0.001	22.235	-0.02	0.156	0.533
O	3.562	6.461	23.004	-0.033	-0.008	0.259
O	-1.477	-2.049	-5.544	0.109	0.187	0.261
O	-0.974	3.634	-4.552	-0.405	0.229	0.568
O	-6.727	4.11	24.074	0.279	0.219	0.194
O	-4.296	4.813	-1.225	0.346	0.251	-0.278
O	0.925	-6.858	23.405	0.073	-0.261	0.233
O	-4.542	7.292	-7.427	0.075	0.076	-0.653
O	-5.466	-8.132	22.231	-0.009	-0.016	0.74
O	8.133	-2.719	-0.571	-0.175	0.057	-0.045
O	-4.045	-6.347	-1.364	-0.297	0.204	-0.109
O	-4.451	3.531	22.933	0.354	-0.192	0.299
O	2.636	2.782	-0.258	0.196	-0.217	-0.594
O	-1.277	5.606	25.018	0.196	-0.477	-0.241
O	4.526	-3.601	23.034	-0.182	0.247	0.533
O	1.884	-7.067	-1.288	0.246	0.29	-0.362
O	-1.306	-5.898	24.472	0.102	0.076	0.054
O	0.172	5.466	-6.148	0.043	0.139	-0.237
O	4.614	-7.911	-5.168	-0.322	-0.626	-0.386
O	5.891	-1.919	-6.132	-0.134	-0.213	-0.576
O	4.613	1.54	-1.248	0.677	-0.056	-0.22
O	5.483	2.75	22.095	0.071	0.12	0.223
O	-6.6	-1.782	-5.188	-0.377	-0.058	0.485
O	-0.437	8.108	25.257	-0.425	-0.215	0.446
O	3.927	4.066	-5.818	0.054	0.29	0.357
O	-0.306	-6.03	-4.58	0.058	-0.329	0.361
O	6.09	-6.684	-6.937	-0.356	0.034	0.068
O	-1.081	1.755	-6.342	0.283	0.295	-0.117
O	4.29	-6.387	-3.06	-0.1	0.088	-0.138
O	-7.303	6.477	23.1	-0.05	0.243	0.294
O	-2.785	-0.291	25.277	-0.176	-0.242	0.046
O	-4.76	2.17	-7.366	0.096	0.087	-0.193
O	0.357	5.551	-3.511	0.166	0.309	-0.383
O	2.73	-5.368	22.284	0.016	0.026	0.294
O	-0.013	2.738	22.241	-0.211	0.144	0.59
O	-5.494	-0.051	-0.533	0.122	-0.223	-0.585
O	-7.984	2.829	-3.623	-0.182	0.177	-0.261
O	-7.178	-4.33	22.888	0.309	-0.184	0.301
O	-2.307	-4.185	22.884	-0.484	0.402	0.167
O	-3.143	6.865	26.418	-0.58	0.171	-0.276
O	-7.202	7.754	-7.416	-0.016	0.319	-0.471
O	6.531	-0.921	-1.614	-0.002	0.356	-0.12
O	-1.937	-0.915	-2.29	-0.014	0.021	0.218
O	3.835	7.47	-0.959	0.248	0.281	-0.284
O	-1.114	6.194	-1.326	-0.358	-0.063	-0.399
O	1.701	-3.693	26.175	0.232	0.001	-0.726
O	-0.356	-0.61	-7.339	0.29	0.001	-0.367
O	-7.826	5.319	-6.729	0.61	-0.079	0.399
O	3.903	0.876	23.007	-0.075	-0.361	-0.116
O	-3.036	-1.142	22.878	-0.011	-0.214	0.294
O	8.099	-8.148	-0.385	0.02	-0.119	-0.236
O	2.733	-2.766	-0.322	0.133	0.108	-0.403
O	-0.54	-0.418	24.024	0.021	0.012	0.149
O	-2.764	5.398	22.153	0.277	-0.115	0.549
O	7.036	-0.419	-4.305	0.666	0.322	0.212
O	-6.253	-4.139	-6.311	-0.325	0.01	0.065
O	-3.292	2.89	-5.347	0.122	-0.118	0.129
O	6.849	-4.2	24.134	0.048	-0.199	0.531
O	-7.754	-4.817	-3.967	0.18	0.254	-0.644
O	1.2	-1.146	25.803	0.054	-0.08	0.182
O	3.953	2.824	24.728	0.084	0.286	-0.631
O	6.127	-4.319	-5.14	0.103	-0.185	-0.648
O	5.903	-6.775	-0.984	-0.406	-0.508	-0.347
O	-3.534	6.433	-5.15	0.428	-0.033	0.191
O	4.793	0.175	-3.375	0.053	-0.182	-0.191
O	-2.165	-6.96	-6.242	-0.547	-0.212	-0.017
O	-5.07	2.425	25.241	-0.232	-0.41	0.21
O	7.361	-6.372	22.786	0.204	-0.082	0.347
O	-6.287	6.614	-1.218	0.147	0.29	-0.324
O	-2.884	0.259	-7.422	-0.108	-0.292	-0.044
O	1.154	6.41	24.176	0.199	0.005	-0.085
O	-5.504	-0.279	-6.893	0.079	-0.488	-0.283
O	-3.683	-4.891	25.104	-0.292	0.423	-0.053
O	-5.523	-3.598	-3.778	0.439	0.349	0.289
O	2.833	7.768	-3.312	-0.262	-0.501	-0.392
O	6.454	-1.804	23.076	-0.208	0.144	0.268
O	-4.1	-2.653	-5.725	0.1	0.094	-0.401
O	1.587	3.578	-4.858	-0.094	-0.053	0.141
O	6.416	-4.895	-2.624	0.1	0.635	0.196
O	-1.979	1.257	-3.861	-0.33	-0.132	0
O	-6.77	0.886	-4.923	0.39	-0.057	0.765
O	3.664	-3.127	-5.3	0.014	-0.174	-0.161
O	8.074	-0.393	-6.679	-0.004	-0.071	-0.689
O	0.215	-0.051	-3.488	0.022	0.057	-0.578
O	-5.422	5.698	-3.477	-0.232	-0.194	-0.048
O	-4.212	7.95	-3.08	0.363	-0.29	0.289
O	-2.235	-4.508	-5.572	-0.194	-0.06	-0.306
O	-5.791	7.747	-5.195	-0.597	0.151	0.381
O	7.78	5.54	25.271	0.206	0.64	-0.048
O	2.317	-1.7	-3.512	0.222	-0.082	-0.079
O	-5.61	-6.588	-7.035	0.536	0.024	0.148
O	-3.387	4.245	25.933	-0.279	0.075	-0.295
O	1.207	-2.126	-5.827	0.135	0.499	0.13
O	-0.889	1.267	-1.43	0.591	0.051	-0.417
O	4.168	0.401	25.604	-0.339	-0.331	0.052
O	6.952	7.359	-5.919	-0.262	-0.455	0.513
O	3.726	2.628	-3.572	0.29	0.536	0.446
O	2.326	-6.558	-4.808	-0.315	-0.142	-0.374
O	1.513	-4.129	-4.116	-0.088	-0.148	0.808
O	0.853	-6.132	25.989	0.054	-0.112	-0.003
O	-4.39	4.706	-6.945	-0.419	-0.015	-0.38
O	5.548	4.492	26.247	-0.119	-0.228	0.054
O	-5.842	3.317	-5.2	0.206	0.223	0.599
O	-8.135	2.716	-6.257	-0.169	-0.505	-0.161
O	6.9	-6.752	-4.47	0.272	-0.18	0.457
O	6.206	4.279	-6.989	-0.116	-0.013	0.165
O	-2.141	6.026	-7.328	-0.045	-0.085	-0.403

Results
total energy: -101658.270 eV
total energy less fixed offsets of O -438.25, Si -107.07 eV per atom: -5.070 eV
